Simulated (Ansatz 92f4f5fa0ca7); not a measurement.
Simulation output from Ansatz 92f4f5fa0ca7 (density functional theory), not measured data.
Periodic cell of 221 atoms, Si132O88H1, from a study of silicon, its oxide and their interface. The atomic structure is a simulated model.
Doubt: the cutoff is low for norm-conserving oxygen, so forces and energies are approximate.

Settings
functional: HSE06
potential files: SPMS norm-conserving
basis: plane waves
wave-function cutoff: 800 eV
density cutoff ratio: 4
exchange-correlation grid ratio: 1
k mesh: 1 x 1 x 1, Gamma-centred
occupations: fixed
spin: none
net charge: +1 e, with a uniform compensating background and no finite-size correction

Cell vectors (angstrom)
a 10.938 0 0
b 0 10.938 0
c 0 0 33.4056

Atoms: element, x, y, z (angstrom)
Si -0.205 0.1989 25.8404
Si 5.9716 -0.5508 25.8562
Si 2.8567 2.8031 25.93
Si 8.3433 2.3211 26.0059
Si -0.4823 6.0098 25.8174
Si 5.3646 5.6962 25.8906
Si 3.0161 7.8424 25.917
Si 8.2248 8.2245 26.2393
Si 1.4197 1.362 27.1559
Si 6.8636 1.1449 27.3269
Si 4.2235 4.109 27.2705
Si 9.5237 4.1289 27.0806
Si 1.328 6.7963 27.2154
Si 6.8119 6.8044 27.3862
Si 4.1832 9.4743 27.1761
Si 9.6865 9.6251 27.3502
Si 2.7715 -0.0352 28.5447
Si 8.2632 -0.0598 28.7173
Si 0.013 2.7661 28.5288
Si 5.5265 2.6684 28.6115
Si 2.7384 5.4342 28.602
Si 8.2206 5.4043 28.6222
Si 0.0713 8.1905 28.646
Si 5.4609 8.1964 28.6789
Si 4.1018 1.3673 29.9874
Si 9.5708 1.3673 29.9874
Si 1.3673 4.1018 29.9874
Si 6.8362 4.1018 29.9874
Si 4.1018 6.8362 29.9874
Si 9.5708 6.8362 29.9874
Si 1.3673 9.5708 29.9874
Si 6.8362 9.5708 29.9874
Si 0 0 31.3546
Si 5.469 0 31.3546
Si 2.7345 2.7345 31.3546
Si 8.2035 2.7345 31.3546
Si 0 5.469 31.3546
Si 5.469 5.469 31.3546
Si 2.7345 8.2035 31.3546
Si 8.2035 8.2035 31.3546
Si 1.3673 1.3673 32.7219
Si 6.8362 1.3673 32.7219
Si 4.1018 4.1018 32.7219
Si 9.5708 4.1018 32.7219
Si 1.3673 6.8362 32.7219
Si 6.8362 6.8362 32.7219
Si 4.1018 9.5708 32.7219
Si 9.5708 9.5708 32.7219
Si 2.7345 0 0.6835
Si 8.2035 0 0.6835
Si 0 2.7345 0.6835
Si 5.469 2.7345 0.6835
Si 2.7345 5.469 0.6835
Si 8.2035 5.469 0.6835
Si 0 8.2035 0.6835
Si 5.469 8.2035 0.6835
Si 4.1018 1.3673 2.0507
Si 9.5708 1.3673 2.0507
Si 1.3673 4.1018 2.0507
Si 6.8362 4.1018 2.0507
Si 4.1018 6.8362 2.0507
Si 9.5708 6.8362 2.0507
Si 1.3673 9.5708 2.0507
Si 6.8362 9.5708 2.0507
Si 0 0 3.418
Si 5.469 0 3.418
Si 2.7345 2.7345 3.418
Si 8.2035 2.7345 3.418
Si 0 5.469 3.418
Si 5.469 5.469 3.418
Si 2.7345 8.2035 3.418
Si 8.2035 8.2035 3.418
Si 1.2637 1.481 4.7552
Si 6.8125 1.3883 4.8213
Si 4.1168 4.0641 4.815
Si 9.5113 4.1541 4.846
Si 1.3509 6.8484 4.7544
Si 6.7855 6.9004 4.8304
Si 4.1293 9.5721 4.8033
Si 9.5537 9.5855 4.6614
Si 2.6385 0.0356 5.9534
Si 8.2655 -0.0103 6.0449
Si -0.0989 2.8204 6.3007
Si 5.4524 2.6973 6.3033
Si 2.7602 5.5514 6.1225
Si 8.0937 5.4889 6.2228
Si -0.0732 8.2302 5.9961
Si 5.5292 8.3368 6.3282
Si 3.6646 1.5324 7.386
Si 9.7793 1.0504 7.4774
Si 1.6203 3.9931 7.4868
Si 6.5207 4.3749 7.6445
Si 4.3194 6.6775 7.4811
Si 9.3574 7.1014 7.3625
Si 1.0822 9.8186 7.232
Si 7.2873 9.4718 7.6005
O 1.8724 3.8929 25.1923
O 7.1511 9.2644 25.4432
O 2.7151 2.8423 7.8258
O 8.347 8.2424 8.062
O 5.3737 5.5156 7.9821
O 0.0501 -0.0015 7.8714
O 4.1609 6.74 25.3969
O 9.5421 1.297 25.4377
O 1.7599 9.0691 8.5005
O 1.3736 4.6246 9.4224
O 9.0055 1.3375 8.9098
O 6.9965 10.4675 8.9252
O 3.6688 0.6963 8.8311
O 3.5688 7.1555 8.8647
O 7.041 3.8988 9.1538
O 10.3464 6.2729 8.4391
O 3.8555 2.1184 24.8065
O 5.4266 0.0153 24.4002
O 7.2235 2.7082 24.8303
O 11.1234 5.7013 24.3345
O 9.2832 7.1547 25.4701
O 2.299 8.4624 24.5686
O 6.2173 5.1574 24.5637
O 0.3813 10.3627 24.4845
Si 2.4403 8.0863 9.5614
Si 11.0559 6.7907 14.4561
Si 0.0084 -5.1271 17.2699
Si 4.1705 0.8736 23.7981
Si 7.4357 -2.0045 20.3901
Si 8.2897 0.8273 21.2997
Si 1.7214 9.7463 23.745
Si 10.5161 9.5332 14.467
Si 3.9315 9.8182 11.7945
Si 4.9617 16.1911 12.0725
Si 6.943 1.8192 16.861
Si 4.6283 7.4836 20.2961
Si 13.258 8.5765 14.1545
Si 3.7316 1.5195 10.2429
Si 7.9314 11.4812 9.8662
Si 1.7291 8.3864 20.8666
Si 2.5361 -5.3931 21.3297
Si 2.224 4.0244 10.8906
Si 8.269 4.4141 17.5983
Si 6.9558 3.93 23.7661
Si 12.6253 3.6594 18.8927
Si 6.344 3.1116 10.4185
Si 4.5409 2.9827 18.482
Si 7.9546 -0.2298 15.0778
Si 10.5236 4.664 12.3084
Si -1.3633 3.1442 22.6348
Si 6.2542 7.9451 12.3571
Si 8.5849 9.6698 12.3354
Si 5.5571 2.3366 21.4645
Si 12.0309 4.4223 23.8744
Si 9.8673 2.7232 19.7528
Si 11.2061 5.9575 9.7571
Si -5.3399 5.8904 17.7252
Si -0.854 -2.5831 19.1131
Si 8.0196 10.1252 17.7892
Si 4.8163 6.8056 14.7141
O 7.6454 10.3207 13.5275
O 7.0024 9.5638 18.9332
O 7.8454 8.2157 12.0492
O -1.5938 1.2015 20.0877
O 4.5799 5.5098 13.6643
O 7.5334 9.6563 16.2792
O -1.4104 -1.3766 18.1285
O 4.8674 13.5741 9.9484
O 5.4593 9.2781 11.8409
O 1.2692 7.1377 10.2194
O 7.0859 1.1414 15.3562
O 8.4805 4.2342 23.2182
O 5.6579 6.6428 11.5372
O 1.4927 6.79 21.1464
O -2.1345 8.0158 20.1295
O 10.1432 9.6188 12.8499
O 15.7531 4.5017 17.9872
O 6.0524 8.1477 20.897
O 2.8316 -0.0183 23.7166
O 3.1357 9.5823 13.1811
O 6.0085 3.5329 22.4929
O 9.9522 3.5964 21.124
O 2.248 4.3663 20.2485
O -5.9242 7.0171 18.7608
O 0.5383 -2.0852 19.8333
O 8.6474 10.5497 10.9782
O 11.6534 6.2698 15.8719
O 12.0954 4.2236 12.0901
O 9.6295 10.7195 15.1838
O 10.3361 5.5954 13.6207
O 0.4239 2.6401 19.1096
O 3.979 11.4116 11.452
O 1.3532 7.3866 13.5287
O 12.1274 9.5932 14.8436
O 7.2091 5.6171 17.9579
O 3.4731 -3.2045 14.9729
O 12.0801 4.864 17.9395
O 10.9932 3.2235 23.4431
O 5.969 18.6394 13.9544
O 2.2237 4.8551 22.7801
O 6.854 1.5054 20.9753
O 5.3413 -4.6088 16.1684
O 1.4559 -1.6647 22.212
O -2.1606 3.5677 18.8864
O 9.5784 5.0159 16.8447
O 9.5539 3.366 12.405
O 4.5155 1.389 22.2921
O 3.3144 -2.4146 20.3279
O 2.9231 2.7698 18.2705
O 3.5693 4.8813 11.23
O 6.0675 4.0553 11.7492
O 10.011 8.0025 14.8369
O -6.0573 2.8626 20.0804
O 7.8956 11.7726 17.7769
O 7.976 -0.7863 21.3938
O 4.0727 6.1651 21.157
O 8.948 1.6025 22.6103
O 2.4207 2.4401 10.6285
O 18.4696 3.3238 16.6333
O 3.0977 8.9838 10.7006
O 10.1934 5.5009 10.9283
O 7.1512 1.7207 10.7009
O 10.5014 -3.9031 18.2447
O 5.4458 1.9538 17.5477
H 8.9989 3.2774 13.1955

Results
free energy: -54392.309 eV
free energy less fixed offsets of H -15.86, O -447.96, Si -113.29 eV per atom: -1.689 eV
gap between the highest filled and lowest empty level on this k mesh: 1.036 eV

The program warned: the cutoff lies below the one the program advises for these potential files; the forces do not sum to zero within the program's tolerance; the exchange-correlation potential is rough where the density is thin.
